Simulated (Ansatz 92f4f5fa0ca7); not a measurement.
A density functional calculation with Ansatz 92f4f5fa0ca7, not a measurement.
Periodic cell of 215 atoms, Si131O82P2, from a study of silicon, its oxide and their interface. The atomic structure is a simulated model.
Doubt: the cutoff is far below the 930 eV that the study's wrapper takes by default for these files, so forces and energies are approximate.

Settings
functional: PBE
potential files: Ansatz PAW
basis: plane waves
wave-function cutoff: 580 eV
density cutoff ratio: 5
exchange-correlation grid ratio: 1
k mesh: 1 x 1 x 1, Gamma-centred
self-consistency stop: 5e-08 eV per atom in the density residual
occupations: fixed
spin: none
net charge: 0

Cell vectors (angstrom)
a 10.938 0 0
b 0 10.938 0
c 0 0 31.5432

Atoms: element, x, y, z (angstrom)
Si 10.409 0.5393 24.2919
P 6.0886 10.4376 24.2231
Si 2.1046 3.2367 24.0908
Si 8.6979 2.2368 24.2831
Si 0.4884 5.0473 24.1704
Si 5.0534 5.872 24.1894
Si 3.4095 7.6286 24.1264
P 7.8396 8.7562 23.9479
Si 1.3103 1.4462 25.4346
Si 6.8851 1.2917 25.4606
Si 4.0093 4.0956 25.3202
Si 9.6447 4.079 25.4146
Si 1.5026 6.8169 25.3524
Si 6.8768 6.8953 25.2959
Si 4.2194 9.5346 25.294
Si 9.4797 9.5908 25.3693
Si 2.7673 0.0111 26.6356
Si 8.1774 -0.055 26.9133
Si 0.0028 2.7572 26.893
Si 5.4074 2.7223 26.6681
Si 2.7449 5.4381 26.8218
Si 8.2335 5.4901 26.6637
Si 0.0255 8.1765 26.6423
Si 5.5478 8.2333 26.7849
Si 4.0932 1.3516 28.0714
Si 9.5724 1.354 28.222
Si 1.376 4.1224 28.2344
Si 6.8231 4.109 28.0175
Si 4.1501 6.8288 28.1227
Si 9.5949 6.838 28.053
Si 1.3874 9.572 28.0161
Si 6.8221 9.5371 28.2715
Si 0.0345 -0.0275 29.4932
Si 5.439 0.0225 29.5067
Si 2.7532 2.7142 29.5005
Si 8.1776 2.7551 29.4826
Si -0.018 5.4963 29.5027
Si 5.4915 5.4556 29.4807
Si 2.7409 8.2066 29.4566
Si 8.2444 8.1631 29.5067
Si 1.3673 1.3673 30.8594
Si 6.8362 1.3673 30.8594
Si 4.1018 4.1018 30.8594
Si 9.5708 4.1018 30.8594
Si 1.3673 6.8362 30.8594
Si 6.8362 6.8362 30.8594
Si 4.1018 9.5708 30.8594
Si 9.5708 9.5708 30.8594
Si 2.7345 0 0.6835
Si 8.2035 0 0.6835
Si 0 2.7345 0.6835
Si 5.469 2.7345 0.6835
Si 2.7345 5.469 0.6835
Si 8.2035 5.469 0.6835
Si 0 8.2035 0.6835
Si 5.469 8.2035 0.6835
Si 4.1191 1.3444 2.0548
Si 9.5305 1.3886 2.0341
Si 1.3299 4.1333 2.0501
Si 6.8519 4.0717 2.0617
Si 4.0731 6.8672 2.0341
Si 9.595 6.8115 2.0549
Si 1.3751 9.5598 2.0644
Si 6.8305 9.5731 2.0634
Si -0.0626 -0.0043 3.3256
Si 5.4687 -0.0129 3.4966
Si 2.6957 2.724 3.3214
Si 8.1863 2.6925 3.5086
Si -0.0231 5.4698 3.526
Si 5.4514 5.4836 3.3046
Si 2.7366 8.2037 3.4952
Si 8.2329 8.1863 3.3743
Si 1.2897 1.3644 4.6794
Si 6.8404 1.306 4.9202
Si 4.0685 4.1184 4.6575
Si 9.5334 4.0687 4.8972
Si 1.3512 6.871 4.8954
Si 6.8365 6.8035 4.6968
Si 4.1043 9.5678 4.8919
Si 9.5763 9.5694 4.757
Si 2.6164 0.0418 6.1152
Si 8.2272 -0.1306 6.2779
Si -0.0198 2.6531 6.2101
Si 5.379 2.7663 6.0936
Si 2.7494 5.434 6.1515
Si 8.0968 5.4399 6.1945
Si -0.0054 8.2957 6.2455
Si 5.559 8.1529 6.1629
Si 3.4867 1.9235 7.1997
Si 10.0253 0.8294 7.4822
Si 1.7808 3.6517 7.366
Si 6.214 4.5282 7.3981
Si 4.6382 6.3112 7.2704
Si 9.1568 7.197 7.3369
Si 0.8937 10.1536 7.5334
Si 7.4011 8.8925 7.5004
O 4.5738 6.6051 8.8983
O 1.3885 3.99 8.9503
O 9.7452 6.566 8.7567
O 1.3073 10.1074 9.1655
O 6.0879 4.229 9.0405
O 3.7152 1.5801 8.7849
O 7.1213 8.9658 9.148
O 9.6573 1.08 9.0851
O 8.2691 2.5723 22.7322
O 10.9814 5.5579 22.6562
O 5.8241 -0.0409 22.6678
O 5.3453 5.3686 22.6372
O 2.1157 2.8223 22.4794
O 3.3468 7.793 22.4707
O 8.4243 9.0076 22.3902
O -0.191 11.2556 22.6953
Si 2.1587 2.9969 12.8976
Si 8.685 1.2977 10.3704
Si 1.0755 4.5133 15.3585
Si 7.5552 5.5742 12.2138
Si 2.4022 8.1767 21.2086
Si 5.4195 7.7718 12.4882
Si 9.2698 0.4696 15.5178
Si 2.9223 -0.033 16.6603
Si 10.4707 1.1747 12.619
Si 7.7814 2.8299 21.2208
Si 9.1456 8.8018 14.4808
Si 1.4693 4.7966 10.3656
Si 4.4695 9.4943 19.148
Si 11.0367 6.1144 21.1297
Si 6.6226 10.4573 14.8572
Si 5.4345 0.6967 21.2405
Si 2.35 9.8115 10.3984
Si 0.4728 10.6267 21.3726
Si 5.8928 5.2648 21.1232
Si 3.6449 7.0945 10.1175
Si 9.0554 5.6982 14.8492
Si 3.6965 4.0723 19.0945
Si 10.0344 3.667 19.3163
Si 4.266 8.6679 15.3755
Si 0.4688 1.9313 17.1649
Si 6.8071 7.554 19.2628
Si 5.2701 3.6333 16.7311
Si 7.7904 5.0275 17.5293
Si 6.6763 9.9106 10.4019
Si 4.3814 1.0532 10.1408
Si -0.023 9.1042 11.9198
Si 9.1278 8.6951 20.9068
Si 4.5597 1.6749 14.5771
Si 2.5056 2.0609 21.0934
Si 6.3338 3.3352 10.3821
Si 3.4348 5.9211 16.7471
Si 9.8757 6.5557 10.37
O 0.1553 2.6505 18.5961
O 2.9339 9.6349 15.5912
O 10.8312 4.8204 20.1594
O 7.5596 2.3725 9.935
O 10.9236 5.3622 10.8129
O 6.5876 6.7073 12.8887
O 10.31 8.0782 10.8072
O 7.6789 9.4676 14.0166
O 8.4097 6.2256 10.9919
O 5.3221 10.499 20.0986
O 2.1672 3.7626 11.4411
O 7.9894 8.5862 19.7395
O 6.25 6.7556 20.5782
O 5.5186 2.7274 15.3992
O 1.3964 0.8897 20.7066
O 6.079 9.0279 11.6484
O 4.6167 4.9963 16.1111
O 6.6026 3.9187 17.6314
O 10.5594 10.688 11.8257
O 5.5874 0.5023 13.9948
O 8.0173 5.1192 15.9346
O 9.7352 9.8306 15.6149
O -0.3916 5.1524 15.1488
O 1.5201 6.861 20.7868
O 1.5085 0.6442 17.1792
O 6.6093 1.7555 20.841
O 1.0056 1.8302 12.8527
O 3.2464 5.4791 18.3357
O 9.5203 2.0148 11.5921
O 1.0345 3.1067 16.1853
O 8.6058 5.1476 13.3851
O 10.2965 8.6103 13.3371
O 1.4612 9.3897 21.7585
O 10.169 9.9283 20.5211
O 3.1743 0.2157 10.9039
O 5.0647 2.3792 10.8438
O 1.7607 4.182 13.9296
O 7.949 10.8409 10.8601
O 9.1422 4.4716 18.2209
O 5.6439 9.504 15.7808
O 5.54 -0.0289 9.8152
O 3.5943 2.3201 13.3974
O 1.9773 5.6644 16.0706
O 9.7154 1.0501 14.0542
O 4.3939 6.9396 11.5429
O 4.7944 4.5129 20.2022
O 9.9589 1.3636 16.666
O 6.6979 4.2999 11.6538
O 5.5779 8.4135 18.6103
O 9.0781 2.7131 20.2394
O 3.6124 1.1394 15.7826
O 4.2407 3.073 17.896
O 9.8621 7.2361 20.9611
O 3.3661 8.6744 9.8286
O 3.943 7.4331 16.4018
O 7.634 0.4964 15.7129
O 8.9443 7.3111 15.0527
O 3.9842 1.4193 21.3652
O 1.6024 9.1293 11.7023
O 2.317 6.1718 10.1676
O 7.3564 6.4696 18.168
O 7.2516 4.3668 21.0896
O 4.5548 8.2271 13.8143
O 3.2986 8.6819 19.9516
O 2.5804 3.1837 19.8977
O 3.7519 10.3802 17.9748

Results
free energy: -131422.669 eV
free energy less fixed offsets of O -568.88, P -755.39, Si -635.61 eV per atom: 1.181 eV

Forces (eV/angstrom), in the order of the atoms: element, x, y, z
Si -0.0253 0.0321 -0.0233
P 0.0884 0.1453 0.1296
Si 0.0196 0.0606 0.0957
Si -0.052 0.079 0.2734
Si -0.0022 0.0047 0.1421
Si 0.1244 0.0159 -0.0316
Si -0.1277 -0.0033 0.1262
P -0.5993 0.1012 -0.5013
Si 0.0609 0.1361 0.0841
Si 0.1064 0.2636 0.153
Si -0.1106 -0.1103 0.048
Si 0.0481 -0.1119 0.0324
Si 0.0375 -0.0447 -0.0037
Si 0.2792 0.3999 0.6369
Si -0.2477 -0.0867 0.2087
Si -0.211 0.0068 0.5992
Si -0.0821 -0.2132 -0.1526
Si 0.1306 -0.1231 -0.0949
Si -0.0002 -0.0078 0.2484
Si 0.2596 0.1084 -0.0862
Si 0.0393 0.0161 0.1928
Si -0.2558 -0.0382 -0.1894
Si -0.0569 0.1554 -0.289
Si 0.1446 -0.2017 -0.1856
Si -0.0158 0.0699 0.0462
Si 0.002 0.1978 -0.3755
Si 0.0156 -0.0757 -0.3996
Si 0.0035 -0.286 0.1238
Si -0.3756 0.0594 -0.0948
Si -0.0406 0.0042 0.0589
Si 0.1347 0.0637 0.117
Si 0.0896 0.0227 -0.5078
Si 0.0416 -0.0713 -0.0389
Si 0.0188 0.0061 0.1255
Si -0.0034 0.008 0.0366
Si -0.1646 0.0636 0.0562
Si -0.0139 0.0052 0.1152
Si 0.0592 -0.021 -0.0372
Si 0.0003 -0.0512 0.0472
Si -0.0085 0 0.0837
Si 0.1509 -0.1231 0.0857
Si -0.127 0.2014 -0.02
Si 0.1913 -0.0843 -0.0243
Si -0.2023 0.0643 -0.094
Si 0.0474 0.2651 -0.1321
Si 0.1469 -0.1672 0.1138
Si -0.2733 0.0438 -0.0612
Si 0.1503 -0.1574 0.122
Si 0.0719 -0.1717 0.0969
Si -0.2347 -0.0234 -0.1122
Si -0.1969 0.1433 -0.0697
Si 0.1226 -0.1344 0.0651
Si -0.1989 0.1214 -0.0938
Si 0.0704 -0.1988 0.153
Si 0.1775 -0.1056 0.1001
Si 0.0144 0.1728 -0.0818
Si -0.014 0.0253 -0.01
Si -0.0264 0.089 -0.011
Si -0.0273 0.0403 0.0368
Si 0.0542 -0.0315 -0.0764
Si -0.066 0.0375 -0.0163
Si 0.0097 -0.0076 -0.0388
Si 0.0092 -0.0146 -0.0772
Si 0.0236 -0.0101 0.0183
Si 0.1765 -0.0502 0.3129
Si -0.0227 0.0264 -0.0916
Si 0.069 -0.0253 0.3377
Si -0.0336 0.0862 -0.1084
Si 0.0081 -0.0031 -0.1405
Si 0.0493 -0.0994 0.3915
Si -0.0366 0.0278 -0.0983
Si -0.0904 -0.0251 0.1765
Si -0.0355 0.0351 -0.1463
Si -0.0146 -0.0027 0.0985
Si -0.0473 0.012 -0.1916
Si 0.0046 -0.0513 0.1333
Si 0.0438 -0.0238 0.1159
Si -0.0216 0.0017 -0.1526
Si -0.0072 -0.0194 0.1007
Si -0.0212 0.0142 -0.0976
Si -0.0089 -0.0378 -0.0614
Si 0.0098 -0.0063 -0.0034
Si 0.0457 -0.0139 -0.0405
Si 0.0355 0.0095 -0.0769
Si 0.0272 -0.0446 -0.0379
Si -0.0247 -0.0055 -0.0526
Si 0.0058 0.0245 -0.0362
Si 0.0257 -0.0084 -0.0304
Si -0.0974 0.1216 -0.0723
Si -0.0093 0.0099 -0.0512
Si -0.0138 0.0004 -0.0959
Si -0.0194 0.0254 -0.0505
Si 0.0008 -0.028 -0.0707
Si -0.0043 0.0196 -0.0498
Si -0.0009 0.0144 -0.0323
Si 0.0201 -0.0062 -0.0889
O -0.0344 0.0424 0.0847
O -0.0112 0.0272 0.1003
O 0.0038 -0.0096 0.0651
O 0.0325 -0.0121 0.0462
O 0.0113 -0.057 0.0928
O 0.0333 -0.0124 0.0463
O -0.0089 0.0247 0.1043
O -0.0329 0.0116 0.0699
O -0.0279 -0.0089 -0.0893
O -0.01 0.0413 -0.1686
O 0.0014 -0.2126 0.3784
O -0.0123 0.0041 -0.0725
O 0.0165 -0.0944 -0.2175
O 0.0228 0.0226 -0.0371
O 0.6844 -0.2381 -0.8487
O 0.0265 -0.0036 -0.0934
Si -0.0189 -0.0041 -0.0811
Si 0.0211 0.0084 -0.0862
Si -0.0018 -0.0067 -0.0446
Si -0.0122 0.0057 -0.0811
Si -0.0735 -0.0531 0.0676
Si 0.0084 -0.0168 -0.0804
Si 0.0015 -0.0085 -0.0519
Si -0.0081 0.0123 -0.0467
Si 0.0008 -0.0033 -0.0502
Si 0.1558 0.0876 0.0626
Si 0.0111 0.0076 -0.0478
Si 0.0074 -0.0265 -0.0977
Si -0.0672 -0.0877 -0.0995
Si -0.0107 -0.0342 0.1653
Si 0.0338 -0.0054 -0.0276
Si -0.0531 0.0974 0.06
Si -0.0267 -0.0205 -0.0505
Si -0.002 0.0302 0.033
Si -0.0487 -0.0237 0.0423
Si 0.0118 -0.0506 -0.0738
Si -0.0022 0.0159 -0.0533
Si 0.0006 0.0099 0.0034
Si 0.0176 0.0174 0.0144
Si 0.0062 0.0034 -0.0503
Si -0.0127 0.0012 -0.0202
Si 0.0298 -0.0269 -0.0448
Si 0.0108 -0.0144 -0.0397
Si 0.0102 0.0091 -0.0193
Si -0.0054 -0.0142 -0.0609
Si -0.0323 0.0057 -0.0538
Si 0.0071 -0.0056 -0.0476
Si 0.0552 -0.0372 0.1768
Si -0.0142 0.0079 -0.0602
Si -0.1127 0.0907 0.197
Si 0.0474 0.0413 -0.0875
Si -0.0065 0.0114 -0.0315
Si 0.0104 -0.0219 -0.0647
O 0.0043 0.0018 0.0048
O -0.0014 0.0067 0.0157
O -0.0148 -0.005 -0.0541
O 0.0016 0.0204 0.0429
O -0.0055 0.001 0.0284
O -0.0056 0.0139 0.0228
O 0.01 0.021 0.0218
O -0.018 0.0057 0.0116
O -0.0205 -0.0095 0.0331
O 0.0572 0.056 0.1755
O 0.0174 -0.0338 0.0564
O -0.0432 -0.0086 -0.0314
O 0.0009 0.0075 -0.0012
O 0.0047 0.0122 0.0234
O 0.0255 -0.0075 -0.0516
O -0.0126 0.0097 0.0213
O 0.0005 0.0013 0.0168
O 0.0011 -0.0078 0.0027
O -0.0157 0.0014 0.0145
O -0.0011 -0.0002 0.0145
O -0.0102 -0.0091 0.0265
O 0.0051 0.0052 0.0111
O 0.0068 -0.0025 0.0128
O 0.0376 0.0332 -0.0468
O 0.0053 0.0012 0.011
O -0.1256 -0.139 0.025
O 0.0105 -0.0036 0.018
O 0.0087 -0.0013 0.0122
O 0.003 0.0048 0.0226
O -0.0032 -0.0061 0.0119
O 0.0126 -0.0023 0.045
O -0.0152 0.0009 0.0378
O 0.0096 0.0104 -0.0443
O 0.06 0.058 -0.0469
O -0.0003 0.0332 0.028
O -0.0385 -0.0291 0.0216
O -0.0151 0.0202 0.0471
O -0.0194 -0.0025 0.0257
O -0.0058 0.0002 -0.0071
O -0.0043 -0.0046 0.019
O 0.0165 -0.0017 -0.0353
O 0.0222 -0.0113 0.0351
O 0.0116 0.0047 0.0079
O -0.0066 0.0011 0.0457
O 0.0151 0.0127 0.0433
O -0.0124 -0.0153 -0.0256
O 0.0144 0.0097 0.0192
O 0.0012 0.0006 0.029
O -0.0107 0.0334 0.0103
O -0.0272 -0.0019 -0.0155
O -0.0044 -0.0067 0.0261
O 0.0042 -0.0054 0.0242
O -0.0044 -0.0027 -0.0363
O 0.0001 0.0127 0.0175
O -0.0042 -0.0162 0.0141
O -0.006 0.0035 0.0193
O -0.0034 -0.0192 0.0217
O 0.1713 -0.1125 -0.0059
O 0.0009 0.001 0.0121
O 0.0067 0.0154 0.0392
O -0.009 0.0215 0.004
O -0.0099 -0.0326 -0.0481
O -0.0117 0.0101 0.0429
O 0.0242 0.0196 -0.0342
O 0.043 -0.0205 -0.0354
O 0.0365 -0.012 0.0609

The program warned: the cutoff lies below the one the program advises for these potential files; the exchange-correlation potential is rough where the density is thin.
